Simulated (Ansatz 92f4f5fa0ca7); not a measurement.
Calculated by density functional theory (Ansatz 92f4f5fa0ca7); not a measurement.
Periodic cell of 208 atoms, Si128O80, from a study of silicon, its oxide and their interface. The atomic structure is a simulated model.
Doubt: the cutoff is far below the 930 eV that the study's wrapper takes by default for these files, so forces and energies are approximate.
This geometry differs little from another in the collection (a relaxation step or a small displacement).

Settings: functional PBE; potential files Ansatz PAW; basis plane waves; wave-function cutoff 580 eV; density cutoff ratio 5; exchange-correlation grid ratio 1; k mesh 1 x 1 x 1, Gamma-centred; self-consistency stop 5e-08 eV per atom in the density residual; occupations fixed; spin none; net charge 0.

Cell vectors (angstrom)
a  10.938  0  0
b  0  10.938  0
c  4.1972  -4.5648  31.0181

Atoms: element, x, y, z (angstrom)
Si  5.3377  -5.6021  23.6548
Si  8.0184  -2.9236  23.7193
Si  5.8034  -0.7301  23.5901
Si  8.6347  -8.945  23.5779
Si  0.3167  -6.2398  23.47
Si  3.0485  -3.4567  23.5052
Si  10.825  -0.2752  23.4542
Si  2.5751  -8.4655  23.4261
Si  6.8828  -4.5051  25.015
Si  9.6824  -1.7832  24.8953
Si  6.9623  -10.0463  24.8513
Si  9.7247  -7.3422  24.8927
Si  1.4572  -4.6196  24.8042
Si  4.1813  -1.864  24.8575
Si  12.3932  0.8998  24.7973
Si  4.1653  -7.3068  24.7975
Si  5.517  -3.1542  26.3153
Si  8.3051  -0.4479  26.2667
Si  5.561  -8.6609  26.189
Si  8.3121  -5.9457  26.2288
Si  11.0473  -3.2152  26.1998
Si  13.7607  -0.4577  26.1941
Si  11.0692  2.2405  26.2564
Si  2.8253  -5.9485  26.224
Si  4.1972  -4.5648  27.5998
Si  6.9317  -1.8303  27.5998
Si  4.1972  -10.0338  27.5998
Si  6.9317  -7.2993  27.5998
Si  9.6662  -4.5648  27.5998
Si  12.4007  -1.8303  27.5998
Si  9.6662  0.9042  27.5998
Si  12.4007  -7.2993  27.5998
Si  1.3673  -1.3673  3.418
Si  4.1018  1.3673  3.418
Si  1.3673  4.1018  3.418
Si  4.1018  -4.1018  3.418
Si  6.8362  -1.3673  3.418
Si  -1.3673  1.3673  3.418
Si  6.8362  4.1018  3.418
Si  -1.3673  -4.1018  3.418
Si  2.6447  0.0821  4.7383
Si  5.5424  2.6547  4.8018
Si  2.7633  5.4502  4.8204
Si  5.4494  -2.7208  4.7745
Si  -2.7173  -0.0227  4.8317
Si  0.0132  2.7246  4.7724
Si  8.1275  5.5503  4.6864
Si  0.0352  -2.7671  4.8346
Si  1.3249  1.3966  6.2532
Si  4.18  4.0515  6.1175
Si  1.4262  -4.1506  6.2699
Si  4.0295  -1.2971  5.9872
Si  -4.058  1.2802  6.2987
Si  -1.4236  4.1649  5.903
Si  6.801  -4.0889  6.1554
Si  -1.3564  -1.3834  6.2147
Si  0.2085  -0.2538  7.59
Si  3.0358  2.5237  7.4709
Si  -0.3268  -5.3127  7.3581
Si  2.5711  -2.4162  7.4263
Si  5.1371  0.1244  7.4822
Si  -2.8168  3.0064  7.3605
Si  5.7872  5.1466  7.4444
Si  -2.5287  -3.0008  7.4857
Si  5.5645  -5.932  28.9671
Si  8.299  -3.1975  28.9671
Si  5.5645  -11.401  28.9671
Si  8.299  -8.6665  28.9671
Si  11.0335  -5.932  28.9671
Si  13.768  -3.1975  28.9671
Si  11.0335  -0.463  28.9671
Si  2.83  2.2715  28.9671
Si  6.9317  -4.5648  30.3343
Si  9.6662  -1.8303  30.3343
Si  6.9317  -10.0338  30.3343
Si  9.6662  -7.2993  30.3343
Si  12.4007  -4.5648  30.3343
Si  4.1972  -1.8303  30.3343
Si  1.4627  0.9042  30.3343
Si  4.1972  -7.2993  30.3343
Si  1.3673  1.3673  0.6835
Si  4.1018  4.1018  0.6835
Si  1.3673  -4.1018  0.6835
Si  4.1018  -1.3673  0.6835
Si  6.8362  1.3673  0.6835
Si  -1.3673  4.1018  0.6835
Si  6.8362  -4.1018  0.6835
Si  9.5708  -1.3673  0.6835
Si  0  0  2.0507
Si  2.7345  2.7345  2.0507
Si  0  -5.469  2.0507
Si  2.7345  -2.7345  2.0507
Si  5.469  0  2.0507
Si  8.2035  2.7345  2.0507
Si  5.469  5.469  2.0507
Si  8.2035  -2.7345  2.0507
Si  8.3064  -4.9032  16.623
Si  -0.8889  3.6226  9.5731
Si  2.3211  -2.7045  18.5197
Si  4.5879  -9.7402  21.423
Si  -0.3299  -0.6265  10.5338
Si  11.0361  -3.5072  16.4701
Si  1.9487  2.787  10.2714
Si  7.635  0.6948  16.8584
Si  -2.4314  -2.6408  10.4637
Si  5.2757  -4.7051  10.3664
Si  9.7544  -4.3705  21.4403
Si  4.507  -5.5315  14.8437
Si  7.4478  -5.3765  19.5483
Si  4.2484  -7.1081  17.4222
Si  4.0448  -1.0298  16.4019
Si  1.7816  -7.9285  15.8786
Si  -2.6837  3.9391  14.2143
Si  8.1118  5.3511  11.4195
Si  5.219  -9.8661  18.3992
Si  6.4719  1.4613  14.0569
Si  5.943  -3.3635  16.0276
Si  9.9743  -8.9954  15.7541
Si  9.5136  -0.9749  15.3953
Si  3.3922  0.83  14.1318
Si  1.7074  -5.1531  14.5423
Si  12.0734  -2.2111  21.2502
Si  6.8124  -7.4324  21.5871
Si  4.5291  -1.8854  9.7287
Si  4.7629  -4.4851  18.7883
Si  2.5382  -0.0638  11.2755
Si  -2.4914  -0.6  12.5772
Si  3.1575  4.9727  12.2179
O  -2.4963  4.9421  12.955
O  4.1374  1.3679  7.9281
O  12.3929  -7.3359  22.9421
O  -1.763  2.6233  8.5912
O  2.3639  -2.8226  22.1444
O  3.427  -2.6944  8.8114
O  5.3949  -1.8375  15.9172
O  3.1698  -9.2114  22.0584
O  -1.3785  -4.1326  7.8065
O  11.4514  -0.9254  22.0597
O  -0.3203  0.1927  9.1005
O  10.4909  -5.6646  22.1178
O  6.961  4.0661  7.9061
O  8.8224  -4.7586  20.1668
O  12.0776  -3.5341  17.7336
O  3.3437  -0.5235  15.0357
O  5.415  -0.8213  8.8259
O  4.8971  1.2993  13.7045
O  4.2112  -4.5508  23.031
O  2.4857  3.3185  8.8149
O  11.354  -8.5606  16.4797
O  8.7357  -3.6936  22.4867
O  2.5853  0.4576  12.7947
O  4.2465  4.6398  13.4172
O  -1.4138  2.9483  14.5366
O  6.94  3.0178  13.8959
O  -1.9723  -1.428  13.9128
O  5.6269  -8.5156  21.5464
O  7.8004  -2.614  8.9782
O  2.7022  -7.5462  17.1607
O  8.1148  -8.1405  22.2411
O  5.1367  -5.2085  8.8256
O  -1.2646  0.0838  11.6988
O  4.5338  0.7742  19.8497
O  6.6307  -9.8995  15.6196
O  10.2444  0.4626  15.1174
O  5.1575  -8.3014  18.0143
O  3.8721  -5.0289  11.1141
O  11.5935  -4.0419  15.03
O  2.6132  3.6176  11.5058
O  7.6565  -5.5468  17.9564
O  -0.0668  4.7789  8.7475
O  3.4746  -3.607  19.268
O  4.2339  -6.0068  18.611
O  -2.0235  4.2517  10.5397
O  6.2885  -6.1448  22.4293
O  5.1965  -3.9572  17.3277
O  4.9141  -6.6081  16.0054
O  6.5034  5.4288  11.0962
O  2.468  1.25  10.3209
O  6.0828  -4.4558  19.7748
O  6.9311  -1.8408  23.094
O  8.076  -6.0379  15.5012
O  3.8027  -1.0183  10.9053
O  1.1629  -0.8927  11.0933
O  7.2115  -6.8859  20.1182
O  8.3309  -0.7379  16.51
O  0.3067  2.8468  10.381
O  1.6821  -1.8118  19.7503
O  2.6167  -8.909  14.8965
O  10.9059  -3.3189  20.994
O  10.5346  -2.0072  16.1082
O  12.2216  -6.6476  15.0094
O  5.5902  -4.3143  14.7286
O  9.6973  0.8552  23.0059
O  -0.9101  -2.1134  10.2402
O  3.1163  -4.7877  15.2849
O  7.5556  -3.4959  16.2134
O  6.7978  0.6212  18.2619
O  7.7401  -1.6664  11.5451
O  5.4466  -3.0682  10.4031
O  7.3757  0.5332  13.0544
O  8.8055  -9.0924  16.9052
O  -2.2523  -4.1126  11.102
O  1.3817  -1.3755  7.8859
O  9.852  -4.5297  16.9068
O  3.0096  -1.8723  17.3113
O  1.9081  -5.1529  12.9157
O  4.3767  0.2721  17.2885
O  5.1017  -0.1137  22.2338

Results
free energy: -126871.327 eV
free energy less fixed offsets of O -568.88, Si -635.61 eV per atom: -2.847 eV

Forces (eV/angstrom), in the order of the atoms: element, x, y, z
Si  0.0235  -0.037  0.0628
Si  0.0191  -0.0041  0.1789
Si  -0.0038  0.0117  0.0062
Si  -0.0227  0.0135  0.0094
Si  0.0032  0.0067  0.015
Si  -0.0059  -0.0004  0.0011
Si  0.0148  -0.0239  0.0473
Si  0.0386  -0.0159  0.0447
Si  -0.0044  0.012  -0.0105
Si  -0.0054  -0.0093  -0.0056
Si  -0.0131  0.0143  0.0187
Si  -0.0209  0.024  0.0216
Si  -0.0206  0.023  0.0239
Si  -0.0258  0.021  0.0133
Si  0.0198  -0.0102  -0.0055
Si  0.001  -0.0061  -0.004
Si  0.0144  -0.0283  0.0045
Si  0.0103  0.003  0.0081
Si  0.0024  0.0002  -0.0057
Si  0.0086  -0.0103  -0.011
Si  0.0055  -0.0089  -0.0112
Si  -0.0034  -0.0003  -0.0005
Si  -0.0046  0.0013  0.0111
Si  0.0068  -0.002  0.0089
Si  -0.2903  -0.1636  0.2779
Si  0.0402  0.2439  0.3927
Si  -0.0001  0.0014  -0.3084
Si  -0.0267  -0.0698  -0.1734
Si  0.081  -0.0252  -0.1379
Si  0.0474  -0.0279  -0.2657
Si  0.0696  0.0795  0.3033
Si  0.1233  -0.0569  0.1638
Si  -0.2737  -0.0897  -0.0551
Si  0.0507  0.1431  -0.125
Si  0.2251  -0.0013  0.096
Si  -0.0704  -0.0801  0.0443
Si  0.1339  0.0216  0.1312
Si  -0.026  -0.175  0.1367
Si  -0.2211  -0.248  -0.3019
Si  0.2253  0.3863  -0.241
Si  -0.0199  0.0173  -0.0086
Si  -0.0007  0.0012  -0.0041
Si  0.0081  -0.0002  0.0081
Si  0.0065  -0.0062  -0.0191
Si  0.0006  -0.0052  0.0148
Si  0.0069  -0.0105  -0.0272
Si  -0.0059  0.0071  -0.0062
Si  0.0143  -0.0121  -0.0021
Si  0.0236  -0.0097  0.0619
Si  -0.031  0.0024  0.0113
Si  0.0153  -0.0177  -0.0323
Si  0.0294  -0.0193  -0.0129
Si  0.0344  -0.0085  -0.044
Si  -0.0018  -0.0045  0.0014
Si  0.0039  -0.0024  0.0464
Si  -0.0289  0.0163  -0.0164
Si  0.0158  0.0671  -0.0992
Si  -0.0416  0.0104  -0.1057
Si  0.0238  0.0096  -0.011
Si  -0.004  -0.0506  -0.0067
Si  0.0389  -0.0204  0.0183
Si  -0.0057  -0.0173  0.0065
Si  -0.0115  0.025  -0.0771
Si  -0.0297  -0.0044  -0.0866
Si  -0.0253  0.0099  -0.0244
Si  -0.0272  0.0128  -0.0252
Si  0.0972  0.028  0.0125
Si  0.0211  -0.0251  -0.0023
Si  0.0109  -0.0003  -0.0094
Si  -0.0329  -0.0712  0.0093
Si  -0.0662  -0.0144  -0.0157
Si  0.0055  0.071  -0.0115
Si  0.0117  -0.012  -0.0146
Si  0.0229  0.006  -0.0058
Si  -0.0198  0.005  -0.0134
Si  -0.0497  0.0213  -0.0218
Si  0.0011  0.0156  -0.0149
Si  -0.0002  0.0169  -0.0302
Si  0.0265  -0.0195  -0.0238
Si  0.0087  -0.0416  -0.002
Si  0.0156  -0.0101  0.0501
Si  -0.0669  0.0478  -0.0295
Si  0.0248  0.0152  0.0315
Si  0.0396  -0.0232  0.0189
Si  -0.0145  -0.0171  0.0357
Si  0.0193  -0.0411  0.0118
Si  0.0208  -0.0202  0.0451
Si  -0.0502  0.0614  -0.0301
Si  -0.1075  -0.1531  -0.0204
Si  0.1596  0.1233  -0.0215
Si  -0.0306  0.0171  0.0348
Si  -0.0048  0.02  0.0352
Si  -0.0859  -0.0251  0.0305
Si  0.018  0.0798  0.0174
Si  -0.1136  -0.159  -0.0204
Si  0.152  0.095  -0.0298
Si  -0.0041  -0.0049  0.0061
Si  0.008  -0.0202  0.007
Si  -0.0149  0.0138  0.0013
Si  -0.0089  0.0183  -0.0097
Si  0.0056  0.0164  -0.0013
Si  0.0042  -0.0018  0.0039
Si  -0.0109  0.0184  -0.0166
Si  -0.0043  0.0017  -0.0019
Si  -0.0146  -0.0062  0.0032
Si  -0.0078  0.0125  -0.0217
Si  0.0478  -0.0089  -0.0463
Si  -0.0004  0.0005  -0.0018
Si  0.017  -0.0137  -0.0038
Si  0  -0.0099  0.0038
Si  -0.0041  0.0086  0.0058
Si  0.0005  0.0015  -0.0111
Si  -0.0021  0.0134  0.0003
Si  -0.0008  -0.0088  0.0046
Si  -0.0058  -0.0015  0.0085
Si  0.0001  -0.0012  0.0045
Si  -0.0054  -0.0029  0.0005
Si  0.0069  0.0037  -0.0057
Si  0  -0.0056  -0.0058
Si  -0.0189  -0.0041  -0.0024
Si  -0.0019  0.0005  0.006
Si  -0.0029  0.0015  -0.0051
Si  -0.0213  -0.01  -0.0014
Si  0.026  -0.0117  -0.0082
Si  -0.0041  -0.0047  -0.0092
Si  -0.0045  0.0045  0.0108
Si  0.0002  -0.0025  0.0126
Si  -0.0018  -0.0112  -0.0007
O  -0.0028  -0.0051  0.0046
O  -0.0338  -0.0014  0.0255
O  -0.0196  0.0157  -0.0281
O  0.0274  0.0115  0.0212
O  -0.0076  0.0086  -0.0003
O  0.0231  0.0041  0.0092
O  0.0015  -0.0002  0.0031
O  0.0161  -0.0173  -0.0305
O  -0.0114  -0.0102  0.023
O  0.0119  -0.014  -0.0348
O  -0.0179  -0.009  0.0786
O  -0.0015  -0.0077  0.0033
O  0.018  0.004  0.0287
O  -0.03  -0.0131  -0.0246
O  -0.0039  0.001  -0.0006
O  -0.0029  0.0151  -0.0095
O  -0.0066  -0.0335  0.0148
O  -0.0006  -0.0026  -0.0026
O  -0.0269  0.027  -0.037
O  -0.0169  0.0098  0.0648
O  -0.0037  -0.0008  0.001
O  0.0018  -0.0208  -0.0699
O  0.0134  0.0036  0.0194
O  0.0024  0.0044  0.0039
O  -0.0019  -0.0005  0.0006
O  0.0007  -0.0006  -0.0015
O  0.0016  0.003  -0.0018
O  0.021  0.0045  0.0233
O  -0.0037  0.0099  0.0591
O  0.0078  0.0012  0.0063
O  -0.0118  0.0108  -0.0021
O  -0.0071  0.0211  0.0612
O  -0.0102  -0.0002  -0.0009
O  0.0079  -0.0033  -0.0114
O  0.0014  0.0027  -0.0083
O  -0.0038  0.0015  -0.0004
O  -0.0056  0.014  -0.0001
O  0.0057  -0.0049  -0.0022
O  0.0018  -0.0025  -0.0028
O  0.0069  0.0125  0.0092
O  0.0048  0.0049  -0.0093
O  -0.0052  -0.0108  0.0084
O  0.0048  -0.0047  0.0114
O  0  0.0016  0.0025
O  -0.0173  0.0194  0.0081
O  0.017  -0.0175  -0.0253
O  0.0048  0.0016  0.0004
O  -0.0008  0.0024  0.0003
O  0.0125  -0.0027  0.0031
O  0.0044  -0.0178  0.0074
O  -0.0089  0.0036  0.0091
O  -0.0461  0.0412  -0.0506
O  0.0033  -0.0044  -0.0028
O  -0.0197  0.0201  0.0179
O  0.0103  0.0028  -0.0015
O  0.0047  0.0128  -0.001
O  0.0005  0  0.0046
O  0.0051  0.0023  -0.0097
O  0.0136  -0.0032  -0.0181
O  0.0035  -0.0066  -0.0034
O  0.0002  -0.0004  0.0164
O  -0.0044  0.0035  0.0017
O  0.0067  0.0002  0.0035
O  -0.0002  0.0001  -0.001
O  0.0038  -0.0025  -0.0272
O  -0.0016  -0.0011  -0.0035
O  -0.0012  -0.0021  -0.0003
O  0.0026  0.002  0.0057
O  0.0059  -0.0008  0.0064
O  0.0014  0.0123  -0.0019
O  -0.0072  -0.0189  -0.0073
O  -0.0033  0.0053  -0.0017
O  0.0004  0.0008  0.0031
O  0.0003  -0.0137  -0.0029
O  -0.0112  0.0453  0.0235
O  -0.0054  0.0007  0.0039
O  0.0059  0.0047  -0.0018
O  -0.0054  0.0045  -0.0038
O  -0.005  -0.0079  -0.003
O  -0.0067  0.0031  -0.002

The program warned: the cutoff lies below the one the program advises for these potential files; the forces do not sum to zero within the program's tolerance; the exchange-correlation potential is rough where the density is thin.
